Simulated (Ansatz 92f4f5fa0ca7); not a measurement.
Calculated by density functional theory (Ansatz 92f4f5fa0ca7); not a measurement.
Periodic cell of 196 atoms, Si117O79, from a study of silicon, its oxide and their interface. The atomic structure is a simulated model.

Settings
functional: PBE
potential files: Ansatz PAW
basis: plane waves
wave-function cutoff: 700 eV
density cutoff ratio: 5
exchange-correlation grid ratio: 2
k mesh: 2 x 2 x 1, shifted by 0.5 0.5 0.5 of a step
self-consistency stop: 5e-08 eV per atom in the density residual
occupations: Fermi-Dirac, 0.05 eV
spin: none
net charge: 0

Cell vectors (angstrom)
a  11.5983  0  0
b  0  11.5983  0
c  2.8092  3.3977  25.3237

Atoms and the computed forces on them: element, x, y, z (angstrom), force x, y, z (eV/angstrom)
Si  0.4262  0.966  1.1851  0.5697  0.4075  -0.5314
Si  0.8157  7.7025  -2.9075  -0.0149  0.0349  -0.4135
Si  1.2838  8.3754  -0.008  -0.2171  -0.3193  -0.4362
Si  4.1147  -1.313  1.1196  0.4823  0.5289  0.1077
Si  4.6128  2.9556  0.8618  -0.0343  -0.2353  0.1698
Si  5.5573  8.3037  1.1744  -0.2889  -0.1049  0.0267
Si  8.0567  0.7916  -1.4292  0.1943  -0.0101  -0.4337
Si  7.9384  5.0539  0.0533  0.4388  -0.245  -0.6419
Si  7.6564  7.4051  0.168  0.3904  0.6438  -0.2905
Si  1.6756  -1.1803  1.2199  -0.1934  -0.3113  0.0749
Si  0.0171  4.7043  1.6359  -0.2056  -0.1336  -0.465
Si  1.0493  7.3307  3.409  -0.0507  0.3774  -0.0222
Si  5.1761  0.5992  -1.1433  -0.0295  -0.0373  -0.2491
Si  5.6599  5.0501  0.7414  -0.8149  0.0694  -0.3366
Si  4.2588  7.4412  -0.5325  0.4386  -0.0095  0.3402
Si  9.5689  0.719  1.4821  -0.5599  -0.0605  -0.2254
Si  8.8705  2.466  2.9773  -0.0518  0.1981  0.086
Si  9.0305  10.3383  2.769  0.0343  -0.2743  0.1931
Si  0.8883  2.698  2.9331  -0.0047  0.1391  0.1623
Si  -0.066  7.1072  1.3884  -0.0386  0.1448  0.1014
Si  1.1891  9.7441  3.4053  0.0317  -0.0491  0.1456
Si  4.8827  2.0067  3.0514  0.1344  -0.0704  0.1678
Si  5.1969  6.504  2.7056  0.1244  0.168  0.2672
Si  4.9536  11.1638  3.1319  0.0218  0.3074  0.0158
Si  9.2635  4.4849  1.8576  0.0699  -0.2378  0.2722
Si  8.9371  6.4311  3.1831  -0.1601  -0.0258  -0.0129
Si  9.3506  8.1733  1.6564  0.0089  0.0875  -0.0268
Si  -0.9049  2.5924  4.4558  -0.0202  -0.0582  0.1243
Si  -0.8205  6.5244  4.6324  0.0383  0.0671  0.1349
Si  -0.8641  10.3334  4.4397  -0.0703  0.0589  0.0304
Si  2.9321  2.6146  4.2407  -0.0483  0.0508  -0.0174
Si  3.1565  6.5595  4.1391  0.1953  -0.1766  -0.2032
Si  3.1528  10.4358  4.5094  -0.053  -0.0426  0.0246
Si  6.8833  2.5601  4.2961  -0.0085  -0.0745  0.0473
Si  6.931  6.4937  4.3664  -0.1283  -0.0276  -0.1105
Si  7.0109  10.4507  4.2153  0.0764  0.0016  -0.1119
Si  -0.8811  0.6785  5.8313  -0.0791  0.0197  -0.0493
Si  -0.8534  4.5088  5.8505  0.0036  -0.0543  -0.0174
Si  -0.9026  8.4704  5.9187  -0.1424  0.1344  -0.0138
Si  2.9799  0.7935  5.7555  0.0588  0.0469  0.0921
Si  3.0355  4.6122  5.5346  0.0831  -0.0902  0.0861
Si  3.1842  8.3889  5.6763  0.1483  0.0732  0.115
Si  7.0007  0.6984  5.7726  -0.181  0.0263  -0.0828
Si  6.9287  4.5362  5.7014  0.0284  -0.0589  -0.0127
Si  6.9477  8.4836  5.6672  0.0903  -0.0194  -0.1013
Si  1.0897  0.6913  7.09  0.0526  0.028  -0.0942
Si  1.1678  4.5217  7.0251  -0.0252  -0.0084  -0.0198
Si  1.186  8.4387  7.0229  -0.0819  -0.0313  -0.1152
Si  4.9813  0.7617  7.0654  -0.0279  0.0205  0.0362
Si  4.9518  4.6037  6.9886  -0.0164  -0.0518  -0.0014
Si  5.0548  8.4455  7.0633  -0.1209  -0.0261  0.0772
Si  8.8229  0.7353  7.3056  0.1217  -0.0593  0.0989
Si  8.8064  4.54  7.2437  0.0081  0.0096  0.0461
Si  8.7655  8.4215  7.2597  0.0568  0.155  0.1952
Si  1.1543  2.5907  8.4192  0.0724  0.0168  0.0041
Si  1.0767  6.4749  8.3224  0.0619  -0.0635  -0.0336
Si  1.2033  10.3692  8.3836  -0.0152  0.0674  0.1279
Si  4.9949  2.7344  8.4374  0.091  -0.0592  -0.0749
Si  5.0505  6.5147  8.4143  -0.0072  -0.0728  0.0496
Si  4.9293  10.3794  8.3915  0.0265  0.0193  -0.093
Si  8.8035  2.6872  8.7629  0.0205  0.0086  -0.0191
Si  8.8672  6.4584  8.6901  0.0515  -0.0148  -0.0475
Si  8.791  10.3522  8.6472  0.123  -0.0678  -0.0854
Si  -0.6453  2.654  9.924  -0.1426  0.0303  -0.1456
Si  -0.6367  6.3966  9.9948  0.0379  0.1474  -0.1177
Si  0.1403  8.3932  11.0223  0.1153  -0.0442  0.0424
Si  3.0731  2.6354  9.7893  -0.0347  -0.0607  0.0877
Si  3.0062  6.5265  9.6131  0.0779  0.0664  -0.0753
Si  3.4872  0.7287  11.1745  -0.2382  0.1357  0.0994
Si  6.7252  2.7713  10.0909  -0.1868  0.0268  -0.149
Si  6.8611  6.4668  9.9802  -0.1868  -0.038  -0.1045
Si  6.736  10.4355  9.8677  -0.1662  0.058  -0.0733
Si  10.6843  0.6191  11.1274  -0.0557  -0.1605  0.1567
Si  -0.815  4.4357  14.0811  0.144  0.2239  0.1807
Si  4.1712  5.2214  12.6645  -0.0592  0.1714  0.0432
Si  3.0564  10.3932  9.8443  0.0246  -0.111  -0.0127
Si  2.6174  4.6424  10.9611  0.2066  0.0497  0.0236
Si  4.0734  7.7817  12.8279  -0.2388  0.1651  0.0309
Si  5.9764  0.7658  11.1388  0.145  -0.2852  0.3904
Si  6.285  4.7365  11.5276  0.3091  0.0902  0.3184
Si  6.7801  8.4758  11.201  -0.3667  0.0821  0.0631
Si  4.3636  9.8519  15.115  0.0888  -0.1557  0.3823
Si  2.5738  8.3792  11.0272  -0.0989  -0.1011  0.0061
Si  2.8844  12.4966  14.1844  0.1519  0.2377  0.2159
Si  10.9403  -1.3249  9.7904  -0.1666  0.0368  -0.1564
Si  8.4476  9.2017  12.6772  0.3405  -0.3983  0.0591
Si  8.2394  11.5423  12.5813  -0.1949  0.2924  -0.1094
Si  10.8317  11.4275  13.4266  -0.0756  0.2731  -0.2784
Si  3.7244  3.9517  14.6623  0.1659  0.1331  0.2092
Si  10.8061  9.1132  12.9881  0.1934  0.0965  0.0014
Si  6.5489  0.8072  17.8416  -0.0175  0.0761  0.0172
Si  7.887  4.4772  14.3147  -0.2297  -0.064  0.3392
Si  11.8355  4.4611  11.1754  -0.1803  -0.2284  0.2194
Si  9.2764  11.5404  17.0485  -0.2584  0.0051  0.4833
Si  1.0851  4.9026  16.1836  0.2374  0.0823  0.1357
Si  12.2923  7.8347  19.9433  0.1431  0.0154  -0.0912
Si  6.0647  3.298  16.3736  -0.1013  0.0401  0.2649
Si  11.1118  7.1251  15.211  -0.0071  -0.0491  0.256
Si  7.4775  9.288  15.5631  -0.0947  -0.1288  0.5078
Si  4.981  8.2969  22.4132  -0.0191  0.1013  -0.5274
Si  5.8493  7.7255  19.6588  0.0938  -0.0351  -0.1757
Si  7.5519  9.44  21.3487  0.078  0.0193  -0.2655
Si  11.572  10.1701  18.1576  -0.06  -0.0094  0.178
Si  6.911  3.6432  21.3528  -0.1219  -0.0862  -0.4767
Si  12.9672  4.3903  21.9984  0.1359  -0.0559  -0.1578
Si  11.7851  0.063  15.5448  0.0525  -0.2079  0.61
Si  16.1544  0.7494  19.9618  -0.0957  0.0121  -0.0743
Si  3.7869  3.5509  20.6336  0.0546  -0.0713  -0.1353
Si  10.0847  10.7819  22.3092  0.0317  0.0018  -0.2722
Si  7.2263  5.1149  18.7363  -0.035  0.0759  0.06
Si  11.515  6.798  22.7007  0.1172  -0.1536  -0.427
Si  4.456  6.6016  24.9402  -0.0869  0.2114  -0.1431
Si  8.4231  6.732  16.5509  -0.0544  0.0216  0.2638
Si  13.3233  5.0172  19.2112  0.0989  0.1177  -0.018
Si  12.8144  10.4655  20.6953  0.0804  0.0479  -0.0117
Si  16.306  10.0994  17.9994  0.1277  -0.1178  0.2684
Si  7.7528  0.5813  21.8976  -0.0109  -0.0627  -0.4253
O  3.4516  7.783  25.4528  0.1542  -0.3265  -0.0722
O  2.6525  7.4555  -0.1919  0.0559  0.2463  -0.0338
O  7.256  10.9835  20.8579  0.0431  0.06  0.1683
O  2.9938  3.1436  0.5481  0.1499  -0.124  -0.0143
O  6.6648  -0.0394  -1.3934  -0.0473  -0.0735  0.1046
O  8.6657  0.9248  0.0728  0.3553  -0.0129  0.4131
O  5.3197  1.9467  -0.2431  -0.1979  0.1137  -0.0251
O  9.2522  11.9917  13.7956  0.2012  -0.1566  0.1063
O  3.6188  2.3466  14.3638  -0.0985  -0.2471  -0.0821
O  2.517  0.7689  12.586  0.2239  -0.0686  -0.4437
O  -0.1487  4.0478  15.5298  -0.1567  -0.1178  -0.1597
O  11.6431  3.9895  12.7854  0.0342  0.1955  -0.2519
O  5.4918  8.4512  12.2942  0.0638  -0.2915  -0.1926
O  1.6094  12.4524  15.2407  0.0878  -0.0121  -0.1975
O  6.7298  0.5968  12.6586  -0.1163  0.163  -0.1608
O  9.3183  3.7812  14.0133  0.0646  -0.1078  -0.0472
O  7.2844  4.9025  12.8742  -0.1855  -0.0081  -0.3306
O  0.6428  8.5335  -1.5292  0.1143  0.1364  0.3295
O  0.8975  1.7459  -0.2655  -0.2447  -0.1945  0.3491
O  16.3835  11.804  21.4904  0.0057  -0.0368  0.1678
O  4.8248  7.0423  23.4197  -0.0243  -0.2237  0.3585
O  5.8018  1.7226  16.7099  0.0483  0.0366  -0.0528
O  15.1612  2.0421  20.0306  0.0373  -0.008  0.0347
O  4.325  -0.5309  -0.3458  -0.0728  -0.0739  0.1463
O  7.273  4.3796  22.7552  0.1115  0.0287  0.4103
O  4.8336  7.6311  20.9278  0.015  0.1135  0.3206
O  13.1498  6.6292  19.2817  -0.0753  -0.0486  0.0333
O  8.5692  4.5735  -1.4888  -0.2871  0.3432  0.6054
O  7.9482  5.753  15.3335  0.0723  -0.0291  -0.1896
O  6.4674  8.9741  22.4777  -0.014  -0.0463  0.2408
O  12.1201  10.402  16.6158  -0.052  0.2679  -0.3043
O  2.3421  4.5696  15.2273  -0.0404  0.0697  -0.0431
O  8.0917  8.6319  14.2051  -0.0322  0.1162  0.124
O  14.4808  3.7761  21.984  -0.131  0.0804  0.0813
O  3.9055  11.2634  14.4622  -0.0519  0.0958  -0.068
O  5.9875  9.7961  15.1629  0.0774  0.0742  -0.1344
O  11.5397  8.6128  18.7028  0.0001  0.1011  -0.0491
O  3.8137  9.8536  16.6664  -0.0378  -0.0175  -0.3227
O  8.4594  10.4809  16.1053  0.0022  -0.1033  -0.3042
O  10.022  10.6938  18.2413  -0.0449  0.0437  -0.1608
O  3.7657  8.5662  14.2816  0.1461  -0.2375  -0.3047
O  1.1008  6.1135  -2.6553  0.0326  -0.0741  0.1145
O  7.6743  7.702  -1.4694  -0.0509  -0.0865  0.2161
O  8.1698  0.9567  17.7201  0.0922  -0.1182  -0.1136
O  11.9894  3.4691  22.9276  -0.1461  0.0944  0.2033
O  7.2586  2.067  21.5369  0.0398  -0.0296  0.1314
O  4.73  4.1202  15.9521  -0.09  -0.0491  -0.1651
O  15.5443  11.1004  19.0645  0.1156  0.0398  -0.0575
O  7.0349  3.3256  15.0778  0.1557  -0.0474  -0.2124
O  12.536  11.0306  19.1825  -0.0526  -0.0848  -0.0239
O  9.919  7.3128  16.3039  0.1313  -0.068  -0.1605
O  7.7156  4.3516  20.1032  -0.0079  -0.0006  0.1456
O  11.4063  10.4606  21.4734  -0.0395  -0.0319  0.1095
O  8.4386  5.9046  17.9707  0.0302  0.0309  -0.197
O  1.2801  4.4851  17.7415  -0.0914  -0.0124  -0.1932
O  7.4195  8.0292  16.6391  0.0476  0.1647  -0.251
O  0.7944  6.5119  16.0269  -0.0568  -0.0368  -0.0927
O  4.7775  5.8759  -0.4531  0.1795  -0.6054  -0.0782
O  10.4704  5.6241  23.1728  -0.1391  -0.0371  0.1872
O  5.3297  3.8081  21.0209  0.0711  0.0199  0.1587
O  8.9726  0.5968  11.2197  0.1314  0.0284  0.2241
O  12.4334  4.3619  20.4289  0.0183  0.0069  0.124
O  9.0519  9.5027  22.0226  0.03  -0.0037  0.189
O  -0.5467  7.9341  -3.7691  -0.0135  0.0042  0.0727
O  5.9511  1.2832  19.2867  -0.046  -0.1432  -0.0392
O  6.089  6.2325  19.0788  0.0102  -0.0254  0.0003
O  10.6576  6.0722  14.0381  -0.0408  -0.0728  -0.1185
O  5.0645  8.6267  18.5645  -0.074  0.148  0.0048
O  13.3463  8.916  20.589  -0.1245  0.0269  0.0319
O  7.3013  8.4107  20.0873  -0.0414  0.1167  0.1993
O  7.3249  11.6801  23.3996  -0.1769  -0.0618  0.1503
O  9.3845  12.1623  21.7729  -0.0574  -0.0693  0.1351
O  10.4882  0.7997  16.3185  0.1768  -0.0477  -0.2774
O  11.4518  8.4994  14.4273  -0.3038  0.0392  -0.1802
O  14.8877  4.6035  19.4795  -0.0963  0.0166  0.0376
O  6.6411  3.9892  17.7259  0.006  -0.0562  -0.1209
O  12.9522  5.9456  22.5919  -0.0522  0.06  0.1102
O  6.1295  10.8411  17.6536  -0.0326  0.0482  -0.0657
O  11.2786  7.3487  21.1562  -0.0135  -0.052  0.2324

Results
free energy: -119312.883 eV
free energy less fixed offsets of O -569.03, Si -635.61 eV per atom: 6.857 eV
pressure: -0.39 GPa
stress xx, yy, zz, yz, xz, xy (GPa, positive in tension): -0.07, 0.81, 0.43, -0.24, -0.1, -0.53

The program warned: the cutoff lies below the one the program advises for these potential files.
